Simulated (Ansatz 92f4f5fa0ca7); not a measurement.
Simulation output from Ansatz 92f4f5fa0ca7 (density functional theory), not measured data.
Periodic cell of 214 atoms, Si131O81P2, from a study of silicon, its oxide and their interface. The atomic structure is a simulated model.
Doubt: the cutoff is far below the 930 eV that the study's wrapper takes by default for these files, so forces and energies are approximate.
This geometry differs little from another in the collection (a relaxation step or a small displacement).

Settings
functional: PBE
potential files: Ansatz PAW
basis: plane waves
wave-function cutoff: 580 eV
density cutoff ratio: 5
exchange-correlation grid ratio: 1
k mesh: 1 x 1 x 1, Gamma-centred
self-consistency stop: 5e-08 eV per atom in the density residual
occupations: fixed
spin: none
net charge: 0

Cell vectors (angstrom)
a	10.938	0	0
b	0	10.938	0
c	0	0	31.5432

Atoms: element, x, y, z (angstrom)
Si	10.4338	0.5778	24.336
Si	6.0387	10.5081	24.1422
Si	2.129	3.2511	24.0788
Si	8.7003	2.2608	24.2977
Si	0.4987	5.0576	24.1598
Si	5.0515	5.8977	24.1926
Si	3.3933	7.6532	24.1513
Si	7.8263	8.8328	23.9868
Si	1.3411	1.4835	25.4529
Si	6.9142	1.3079	25.4878
Si	4.0239	4.1056	25.3246
Si	9.6616	4.1012	25.4107
Si	1.4936	6.8207	25.3585
Si	6.8931	6.9527	25.2405
Si	4.2238	9.5367	25.3328
Si	9.5246	9.6441	25.43
Si	2.7777	0.006	26.642
Si	8.2169	-0.0189	26.927
Si	0.01	2.7759	26.9036
Si	5.4485	2.7378	26.6653
Si	2.7532	5.4489	26.8265
Si	8.2232	5.5252	26.6274
Si	0.0375	8.2119	26.646
Si	5.5427	8.2043	26.7846
Si	4.1137	1.3627	28.0735
Si	9.5821	1.3813	28.2205
Si	1.3843	4.1315	28.2189
Si	6.8383	4.1336	28.0277
Si	4.1413	6.837	28.1364
Si	9.5993	6.848	28.0527
Si	1.3936	9.5822	28.0446
Si	6.8368	9.5488	28.2191
Si	0.0318	-0.0197	29.4947
Si	5.4544	0.0112	29.5034
Si	2.756	2.7154	29.4976
Si	8.1754	2.7689	29.4861
Si	-0.0183	5.4965	29.5047
Si	5.4896	5.4579	29.4835
Si	2.7377	8.2109	29.4671
Si	8.2368	8.1731	29.4994
Si	1.3673	1.3673	30.8594
Si	6.8362	1.3673	30.8594
Si	4.1018	4.1018	30.8594
Si	9.5708	4.1018	30.8594
Si	1.3673	6.8362	30.8594
Si	6.8362	6.8362	30.8594
Si	4.1018	9.5708	30.8594
Si	9.5708	9.5708	30.8594
Si	2.7345	0	0.6835
Si	8.2035	0	0.6835
Si	0	2.7345	0.6835
Si	5.469	2.7345	0.6835
Si	2.7345	5.469	0.6835
Si	8.2035	5.469	0.6835
Si	0	8.2035	0.6835
Si	5.469	8.2035	0.6835
Si	4.1171	1.3526	2.0528
Si	9.534	1.3905	2.0413
Si	1.3274	4.1372	2.053
Si	6.8542	4.0681	2.0617
Si	4.0921	6.8431	2.0458
Si	9.5913	6.8024	2.0434
Si	1.3791	9.5545	2.0535
Si	6.7944	9.5894	2.0558
Si	-0.0448	-0.0082	3.3305
Si	5.4399	-0.0033	3.515
Si	2.7099	2.7383	3.3296
Si	8.1709	2.6891	3.5125
Si	-0.0437	5.4484	3.5227
Si	5.4526	5.439	3.3594
Si	2.7387	8.189	3.4718
Si	8.1699	8.159	3.3162
Si	1.3163	1.3768	4.642
Si	6.8184	1.3113	4.9558
Si	4.0588	4.0869	4.6958
Si	9.5259	4.0337	4.929
Si	1.3551	6.8509	4.8717
Si	6.8429	6.7845	4.6884
Si	4.0675	9.5573	4.9133
Si	9.4954	9.5541	4.6358
Si	2.5149	0.0098	6.1145
Si	8.2307	-0.1729	6.2351
Si	0.0222	2.6116	6.1983
Si	5.3229	2.7231	6.178
Si	2.7381	5.4188	6.162
Si	8.0954	5.4311	6.2155
Si	-0.068	8.3301	6.0642
Si	5.5645	8.1433	6.1342
Si	3.423	1.8356	7.337
Si	10.1152	0.6977	7.3887
Si	1.7872	3.6286	7.3886
Si	6.1709	4.5527	7.4237
Si	4.5955	6.359	7.2807
Si	9.1999	7.2055	7.3217
P	0.8586	9.9721	7.4017
Si	7.4217	8.8628	7.4658
O	4.4459	6.8597	8.8532
O	1.3939	4.004	8.9598
O	9.8304	6.6765	8.7661
O	6.0991	4.2687	9.0729
O	3.589	1.4661	8.946
O	7.1972	8.9296	9.1246
O	9.742	0.966	8.9914
O	8.244	2.539	22.7364
O	10.9948	5.5613	22.6423
O	5.6232	0.1045	22.6353
O	5.2995	5.4005	22.6307
O	2.1574	2.8093	22.473
O	3.3322	7.86	22.4993
O	8.3808	8.7493	22.4086
O	-0.1577	11.2368	22.7513
Si	2.1729	2.9978	12.8951
Si	8.7768	1.2796	10.266
Si	1.0802	4.5355	15.3574
Si	7.6254	5.6298	12.1867
Si	2.4169	8.1883	21.1989
Si	5.4458	7.8235	12.45
Si	9.2839	0.5203	15.4677
Si	2.9275	-0.0272	16.6495
Si	10.5104	1.1628	12.5917
Si	7.7655	2.8358	21.2244
Si	9.1535	8.8056	14.5017
Si	1.4851	4.7964	10.3776
Si	4.4863	9.4909	19.1278
Si	11.0748	6.1067	21.1112
Si	6.6388	10.4766	14.8448
Si	5.3893	0.7389	21.1642
P	2.2808	10.032	10.631
Si	0.4335	10.6434	21.3797
Si	5.8563	5.2629	21.1208
Si	3.5451	7.2241	10.139
Si	9.0632	5.7368	14.8808
Si	3.6618	4.0983	19.0837
Si	10.0372	3.6698	19.3156
Si	4.2933	8.6934	15.355
Si	0.4778	1.9481	17.1536
Si	6.7974	7.5411	19.2441
Si	5.2779	3.6321	16.7467
Si	7.793	5.0177	17.5255
Si	6.7362	9.9108	10.3413
Si	4.4812	0.9945	10.2085
Si	0.1042	9.0748	12.0432
Si	9.1035	8.6406	20.9352
Si	4.5751	1.6874	14.5792
Si	2.4484	2.0962	21.036
Si	6.4583	3.3309	10.358
Si	3.4668	5.9389	16.7217
Si	9.9735	6.6025	10.3803
O	0.1328	2.6324	18.5918
O	2.95	9.6445	15.5751
O	10.8635	4.8109	20.1454
O	7.6935	2.4098	9.8281
O	10.9255	5.3278	10.8113
O	6.5833	6.7162	12.822
O	10.5808	8.0573	10.8547
O	7.6945	9.4738	14.0131
O	8.4891	6.3508	11.0052
O	5.36	10.4862	20.0685
O	2.2045	3.763	11.4383
O	7.9788	8.5554	19.751
O	6.2115	6.7413	20.5461
O	5.5342	2.7235	15.4192
O	1.3062	0.9383	20.6949
O	6.1302	9.0681	11.6093
O	4.6554	5.0044	16.1154
O	6.6128	3.902	17.6482
O	10.5709	10.6216	11.9097
O	5.6012	0.5205	13.9844
O	8.0185	5.0962	15.927
O	9.7747	9.8889	15.5633
O	-0.3814	5.2015	15.1941
O	1.571	6.8424	20.7944
O	1.5116	0.6551	17.1627
O	6.5965	1.7763	20.7966
O	1.0602	1.7911	12.8245
O	3.2551	5.512	18.3118
O	9.6372	1.9767	11.4798
O	1.0627	3.1436	16.209
O	8.6533	5.2362	13.3885
O	10.3094	8.5139	13.3796
O	1.45	9.4084	21.6721
O	10.08	9.9444	20.6067
O	3.4958	0.1013	11.221
O	5.2229	2.3316	10.8297
O	1.7	4.1722	13.9063
O	7.9922	10.8655	10.7925
O	9.1499	4.4815	18.2217
O	5.6617	9.5357	15.7811
O	5.6125	-0.047	9.6823
O	3.6207	2.3678	13.4104
O	2.0228	5.6819	16.0194
O	9.7055	1.1344	14.0079
O	4.3808	7.0426	11.5077
O	4.7543	4.5019	20.2115
O	9.9736	1.4075	16.6178
O	6.8587	4.2982	11.6171
O	5.5866	8.411	18.5726
O	9.0735	2.7425	20.2557
O	3.6164	1.1477	15.7735
O	4.2247	3.0898	17.8997
O	9.9179	7.2274	20.8868
O	3.1351	8.8133	9.9542
O	3.9779	7.4451	16.3643
O	7.653	0.5243	15.6845
O	8.9166	7.3438	15.1416
O	3.9325	1.4476	21.1327
O	1.7701	9.2056	12.0146
O	2.3019	6.1945	10.2005
O	7.3532	6.4627	18.1482
O	7.2197	4.3699	21.116
O	4.6104	8.2722	13.7945
O	3.3335	8.6671	19.9463
O	2.4955	3.2544	19.866
O	3.746	10.3792	17.9681

Results
free energy: -130855.101 eV
free energy less fixed offsets of O -568.88, P -755.39, Si -635.61 eV per atom: -0.131 eV

Forces (eV/angstrom), in the order of the atoms: element, x, y, z
Si	0.006	-0.0021	0.0023
Si	0.0016	0.0039	0.0015
Si	0.0028	-0.0026	0.0007
Si	-0.0025	-0.0008	0.001
Si	0.0006	0.0018	0.0033
Si	0.0047	-0.0013	0.0042
Si	-0.0006	-0.0008	-0.0008
Si	-0.0002	-0.0016	0.0042
Si	0.0027	-0.0051	-0.0083
Si	-0.0061	0.0044	-0.0086
Si	-0.0005	0.0009	-0.0051
Si	-0.0022	0.0038	-0.0073
Si	-0.0035	0.0032	-0.0037
Si	0.0003	-0.0012	-0.0041
Si	-0.0016	0.0021	-0.0016
Si	0.0035	-0.0031	-0.0104
Si	-0.0025	0.0015	0.0021
Si	-0.0006	-0.0012	0.0336
Si	0.0014	0.0009	0.0302
Si	0.0007	0.0012	0.0009
Si	0.0059	0.002	0.0209
Si	-0.0036	0.0004	0.003
Si	-0.0008	0.0002	0.0012
Si	0.0002	-0.0018	0.0163
Si	0.0027	-0.0024	-0.0051
Si	0.001	0.0023	-0.0181
Si	-0.0069	0.0015	-0.0124
Si	-0.0011	0.0047	-0.008
Si	0.0019	-0.0023	-0.0199
Si	0.0022	-0.0013	-0.0074
Si	0.0033	0.0008	-0.007
Si	0.0083	0.0065	-0.0139
Si	-0.0044	0.0065	0.0055
Si	0.0012	-0.004	0.0034
Si	-0.0032	0.0023	0.0045
Si	0.0045	-0.005	0.0064
Si	0.0069	-0.0044	0.0033
Si	-0.0016	0.004	0.0035
Si	0.0019	-0.0015	0.0067
Si	-0.0053	0.0045	0.0037
Si	0.1645	-0.0992	0.1038
Si	-0.1119	0.149	-0.084
Si	0.1493	-0.1017	0.0071
Si	-0.173	0.1158	-0.0632
Si	0.0278	0.2223	-0.1097
Si	0.1473	-0.1516	0.0547
Si	-0.1771	-0.0018	-0.064
Si	0.1425	-0.1269	0.0498
Si	0.0882	-0.125	0.0936
Si	-0.224	0.093	-0.029
Si	-0.2073	0.1569	-0.032
Si	0.1315	-0.133	0.0615
Si	-0.1725	0.1433	-0.0412
Si	0.0667	-0.2583	0.0876
Si	0.1887	-0.1275	0.0722
Si	-0.1701	0.111	-0.0993
Si	-0.0047	0	-0.0036
Si	0.0075	-0.0101	-0.0009
Si	0.0004	-0.0052	-0.0005
Si	-0.0057	0.0018	-0.0048
Si	0.0101	-0.0054	-0.0014
Si	-0.0029	0.0049	-0.0013
Si	-0.0054	0.0043	-0.007
Si	0.0007	0.0018	0.0003
Si	-0.0033	0.0084	0.0049
Si	-0.0026	0.0017	0.0057
Si	-0.0046	-0.0082	0.0242
Si	0.0032	-0.0047	0.0076
Si	-0.0033	0.0045	0.0071
Si	-0.0125	0.0067	0.0074
Si	0.0013	-0.0012	0.0088
Si	0.011	-0.0056	0.0273
Si	-0.0023	0.0083	-0.0253
Si	-0.0004	-0.0036	0.0006
Si	-0.002	0.0008	-0.0324
Si	0.0081	0.0011	-0.001
Si	-0.0012	-0.0094	-0.0073
Si	0.0049	0.0045	-0.0192
Si	0.0086	-0.0037	-0.0087
Si	-0.0114	0.0055	-0.0195
Si	0.0105	0.0041	0.0012
Si	0.0132	0.0069	0.0043
Si	-0.0044	-0.0084	0.0085
Si	-0.0015	-0.007	0.0089
Si	-0.0032	0.0057	0.0065
Si	-0.0035	-0.0013	0.0057
Si	-0.0065	-0.016	0.0012
Si	0.0016	0.0089	0.011
Si	0.0161	-0.0035	0.0053
Si	-0.0065	0.0092	-0.0234
Si	0.0003	0.0082	-0.0094
Si	-0.0018	0.0006	-0.0013
Si	0.0048	-0.0017	-0.0007
Si	0.0013	-0.0049	-0.0047
P	-0.0039	0.001	0.0061
Si	-0.0103	0.0017	-0.0069
O	-0.0069	0.0039	0.0052
O	-0.0017	0.0018	0.006
O	0.0037	0.0011	0.0073
O	0.0066	-0.0054	0.0109
O	0.0064	-0.0005	0.0164
O	0.0045	0.0031	0.0009
O	0.0032	-0.0025	0.0071
O	-0.0007	0.001	-0.0027
O	-0.0007	0.0013	-0.0033
O	-0.0014	0.0019	-0.0023
O	0.0008	-0.0007	-0.0048
O	0.0006	0.0002	-0.0018
O	0.0003	0.0012	0.0004
O	0.0015	0.0006	-0.0035
O	0.0015	0.001	-0.0018
Si	-0.001	-0.0009	-0.0016
Si	-0.0003	-0.0002	-0.004
Si	0.005	0.0007	0.0015
Si	-0.0008	0.0007	-0.0065
Si	0	-0.0003	0.0016
Si	-0.0022	-0.0007	-0.0069
Si	0.0033	0.0017	0.0007
Si	0.0026	0.0006	0.0035
Si	-0.0003	0.0027	-0.0048
Si	0.0017	-0.0003	0.0011
Si	0.0032	-0.0003	-0.0009
Si	0.0048	0.0052	-0.0034
Si	0.0007	0.0028	0.0034
Si	0.0017	0.0006	0.0022
Si	0.0005	0.0005	0.0009
Si	-0.0003	-0.0026	0.0011
P	0.0207	-0.0042	0.0014
Si	-0.0007	0.0019	0.0025
Si	-0.0002	0.0025	0.0029
Si	0.0092	0.0043	-0.0036
Si	-0.0012	0.0018	0.0016
Si	0.0014	-0.0004	0.0028
Si	0.0001	0.0017	0.0033
Si	0.0023	0.002	-0.0024
Si	0.0003	0.0002	0.0043
Si	0.0002	0.0009	0.0018
Si	-0.0003	0.0005	0.0037
Si	0.0009	0.0011	0.0045
Si	0.0004	0.0021	-0.011
Si	0.0047	0.0049	-0.0201
Si	0.0048	-0.0003	0.0009
Si	-0.0004	0.0021	0.003
Si	0.0011	0.0012	0.0007
Si	-0.001	0.0009	0.0031
Si	-0.0027	-0.0008	-0.0127
Si	0.0008	-0.0004	0.0033
Si	0.0026	0.0078	-0.0045
O	0.0015	0.0002	-0.0029
O	0.0006	0.0022	0
O	-0.0002	-0.0003	-0.0022
O	0.003	0.0046	0.006
O	0.0007	0.0003	0.0004
O	0.0031	0	0.001
O	-0.0001	-0.0002	0.0022
O	0.0007	0.0029	0.0008
O	0.0041	-0.0005	0.003
O	-0.0007	0.0008	-0.0004
O	-0.0012	0.0009	0.0027
O	0.0001	0.0003	-0.0019
O	0.0013	0.0007	-0.0003
O	0.0018	0.0006	-0.002
O	0.0008	0.0002	0.0002
O	-0.0004	-0.0008	0.0046
O	-0.0015	0.0028	0
O	0.0012	0.0013	-0.0024
O	-0.0015	0.0031	0.0023
O	0.0014	0.0009	0.0007
O	0.0021	0.0013	-0.0022
O	0.0007	0.002	-0.0011
O	0.0034	0.001	-0.0007
O	0	0.0014	0
O	0.0006	0.0018	-0.0012
O	0.001	0.0016	0.0014
O	0.0029	0.0041	0.0015
O	0.0022	0.002	-0.0027
O	0.0012	-0.0003	0.0033
O	0.0021	0.0038	-0.0017
O	0.0012	0.0011	0.0016
O	-0.002	0.002	0.0002
O	0.0003	0.002	-0.0017
O	-0.0001	-0.0008	-0.0004
O	-0.01	-0.0071	-0.0023
O	0.0052	0.0027	-0.0016
O	-0.0015	-0.0003	0.0034
O	-0.0013	-0.0002	0.002
O	0.0019	0.0011	-0.0013
O	0.0023	0.0009	-0.0024
O	-0.0011	0.0084	0.0081
O	0	0.002	0.0002
O	0.0005	-0.0017	-0.0046
O	0.0017	-0.0002	0.0017
O	0.003	0.0024	0.005
O	0.0006	0.0008	-0.0009
O	0.0009	0.0019	-0.0017
O	0.0008	0.0031	0.0019
O	0.0002	0.0008	-0.0001
O	0.0005	0.0015	-0.0014
O	0.0001	0.0006	-0.0003
O	0.0012	0.0017	-0.0017
O	0.0018	-0.0001	-0.0002
O	-0.0058	0.0017	0.0005
O	0.0013	0.0001	-0.0007
O	0.0016	0.0008	-0.0009
O	0.0022	0.0003	0.0001
O	0.0034	0.0011	0.0006
O	-0.0069	0.0025	-0.0016
O	-0.0036	-0.0015	0.0023
O	0.0011	0.0014	-0.001
O	-0.0004	-0.0004	0.0006
O	0.0015	0.0032	0.0041
O	0.0023	0.0015	-0.002
O	0.0018	0.0023	-0.0021
O	0.0002	0.0006	-0.0015

The program warned: the cutoff lies below the one the program advises for these potential files; the forces do not sum to zero within the program's tolerance; the exchange-correlation potential is rough where the density is thin.
